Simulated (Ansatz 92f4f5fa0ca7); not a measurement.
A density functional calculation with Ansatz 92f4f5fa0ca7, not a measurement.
Periodic cell of 177 atoms, Si99O78, from a study of silicon, its oxide and their interface. The atomic structure is a simulated model.

Settings: functional PBE; potential files Ansatz PAW; basis plane waves; wave-function cutoff 700 eV; density cutoff ratio 5; exchange-correlation grid ratio 2; k mesh 2 x 2 x 1, shifted by 0.5 0.5 0.5 of a step; self-consistency stop 5e-08 eV per atom in the density residual; occupations Fermi-Dirac, 0.05 eV; spin none; net charge 0.

Cell vectors (angstrom)
a 11.5983 0 0
b 0 11.5983 0
c -2.4072 5.1293 22.9196

Atoms: element, x, y, z (angstrom)
Si 0.4465 4.2616 -0.3511
Si 0.8888 8.4801 0.5682
Si -0.0063 2.805 -3.2461
Si 2.183 3.5303 1.1341
Si 4.0197 5.4261 -0.3565
Si 2.2037 0.9141 -4.4933
Si 6.9407 2.9027 1.3623
Si 8.6366 6.8659 -0.0553
Si 10.5339 12.5524 0.0445
Si 6.6193 0.8778 -0.798
Si 2.0624 6.4534 0.3857
Si 1.2427 11.5584 1.0425
Si 9.3282 2.7044 1.2485
Si 6.5505 6.8574 1.1053
Si 6.873 11.0473 1.158
Si 9.9634 4.9179 0.6861
Si 10.0749 8.562 0.774
Si 9.3077 10.8348 1.1087
Si 2.1804 5.3551 2.5851
Si 1.7929 9.6107 2.4118
Si 2.2069 13.1808 2.4452
Si 6.3828 4.9829 2.5096
Si 6.021 8.9646 2.1878
Si 6.3267 12.7506 2.7624
Si 10.0494 5.8207 2.9192
Si 9.8838 8.2874 3.0799
Si 9.9732 12.9183 3.1296
Si 0.4067 5.4678 4.1499
Si 0.2354 9.2565 4.1016
Si 0.4228 13.1019 4.1927
Si 4.2782 5.1843 3.7056
Si 3.9993 9.1147 3.5555
Si 4.1727 12.9003 3.8111
Si 8.1057 5.1568 4.1516
Si 7.7523 8.9554 3.906
Si 8.0389 12.8873 4.3939
Si 0.3884 3.4654 5.4578
Si 0.4023 7.409 5.5143
Si 0.2506 11.0655 5.6544
Si 4.2534 3.3062 5.1565
Si 4.1782 7.137 5.0416
Si 4.0396 10.9379 5.17
Si 8.0661 3.2808 5.6142
Si 7.8909 7.1686 5.4045
Si 7.9632 10.8002 5.48
Si 2.3988 3.356 6.6326
Si 2.4425 7.2849 6.6941
Si 2.3198 10.9935 6.9368
Si 6.0239 3.2294 6.7863
Si 5.9304 7.0451 6.6853
Si 5.9199 10.8857 6.6544
Si 10.0663 3.72 6.8325
Si 9.8781 7.8009 6.6336
Si 9.8457 10.3803 6.8685
Si 3.4766 4.9958 9.7624
Si 3.079 8.0304 10.5802
Si 3.0591 1.4778 7.9679
Si 2.1325 5.3169 7.8768
Si 5.4097 8.9513 7.9222
Si 5.4427 1.2391 7.977
Si 11.8043 5.8395 9.1893
Si 9.8509 5.8624 7.9461
Si 9.591 11.7791 8.838
Si 6.1205 5.1293 8.1552
Si 3.0388 8.9695 8.2611
Si 2.568 2.6895 9.9254
Si 8.1386 5.0455 9.3502
Si 7.4417 6.5849 12.1388
Si 6.9955 11.8758 10.5446
Si 9.9027 2.5726 8.8709
Si 11.863 8.0336 11.3656
Si 11.845 3.1337 10.22
Si 10.9141 3.2901 21.7312
Si 10.0992 3.4217 14.3786
Si 0.6134 11.9792 17.7697
Si 2.4038 5.0121 19.8391
Si 9.1299 4.5261 17.0682
Si 4.1229 5.486 17.3437
Si 7.1585 5.9751 20.8329
Si 5.9915 9.0359 10.9226
Si 10.2667 6.392 13.5575
Si 6.57 12.6277 19.8252
Si 11.8094 7.8102 15.9461
Si 5.5693 9.2986 16.4117
Si 5.1404 10.5905 18.2961
Si 8.7339 0.9873 12.9038
Si 11.0627 10.9655 11.3714
Si 2.5391 10.9088 19.7453
Si 1.2672 2.0153 15.1957
Si 3.895 3.7397 15.8071
Si 5.1313 5.7791 13.9884
Si 8.4694 3.2979 19.7645
Si 3.2641 7.7147 15.2635
Si 7.5838 11.3405 15.6261
Si 6.7364 6.4151 16.6452
Si -1.6322 9.9898 17.3059
Si 5.6329 13.1185 17.1891
Si 1.6219 2.1342 19.9578
Si 1.4486 1.3737 12.1898
O 2.5712 3.4063 19.6633
O 7.9283 0.9411 -1.821
O 6.349 2.3923 -0.1557
O 5.3675 6.24 0.0736
O 3.2786 0.2731 -3.4625
O 9.9987 11.2595 2.6487
O 11.7837 7.3535 9.8808
O 8.6108 3.4616 9.6013
O 6.2199 10.6183 11.2345
O 3.0785 6.3507 10.6453
O 6.3085 8.7828 9.3409
O 0.2258 2.4134 11.7613
O 5.0799 5.0894 9.4809
O 1.8315 8.4642 11.5533
O 11.7215 4.7851 10.4874
O 8.2143 11.2846 9.624
O 3.4244 5.6433 18.7819
O 9.935 3.5431 20.44
O 0.6529 1.737 18.6913
O 7.4354 4.4322 20.3213
O 3.6635 3.9646 0.3806
O 9.1147 3.7857 15.6271
O 4.1865 5.0214 -1.9564
O 10.7206 11.3263 17.8754
O 5.73 5.6689 17.6881
O 5.268 0.4079 -1.6105
O 2.0906 11.1842 -0.4094
O -2.2846 9.0695 18.4939
O 4.5689 11.8803 17.3938
O 10.7248 7.0151 15.0085
O 5.0052 2.5966 16.1708
O 7.5889 1.2021 11.7588
O 2.796 1.7937 11.3482
O 11.4438 2.7689 15.0018
O 7.0405 12.5924 16.5273
O 7.0109 8.1246 11.8123
O 0.5392 7 17.3294
O 3.5112 6.7715 16.5536
O 7.9931 5.8258 10.8093
O 12.5481 11.4528 11.8345
O 11.2846 6.989 12.4559
O 6.0758 5.7987 12.6517
O 9.2967 2.4346 13.3792
O 8.0151 13.3567 20.1204
O 10.8846 11.3724 9.803
O 6.0128 12.7503 9.5745
O 8.2552 5.9122 16.9463
O 3.985 10.218 19.4108
O 1.0293 0.7887 16.2486
O 4.1508 9.0423 15.6053
O 8.5339 3.4723 18.145
O 3.9527 6.9456 13.9749
O 6.3566 10.3032 15.3852
O 8.682 6.6822 13.2253
O 6.5196 11.1392 19.0797
O 10.48 4.783 13.5874
O 10.6471 4.9001 17.5269
O 0.6819 2.5265 21.2299
O 2.6417 12.4853 20.2033
O 4.442 8.6444 11.251
O 5.8812 13.6683 18.7293
O 1.071 5.7413 -0.8037
O 8.1013 11.8463 14.1927
O 8.2553 7.2579 -1.6586
O 1.6523 10.8628 18.3642
O 4.3587 4.3661 14.328
O -0.5151 9.2065 16.3892
O 8.7735 10.5277 16.3637
O 6.5756 8.0365 16.7303
O 10.9315 9.3556 11.5048
O 0.2602 3.4415 -1.7778
O 6.246 6.0032 15.1582
O 1.6475 8.0213 15.1528
O 1.7744 1.4191 13.7787
O 9.9287 11.6502 12.3214
O 2.3977 3.0697 15.7272
O 7.7352 7.1304 19.7675
O 1.1331 1.6909 -3.566

Results
free energy: -107300.118 eV
free energy less fixed offsets of O -569.03, Si -635.61 eV per atom: 9.612 eV
pressure: -0.96 GPa
stress xx, yy, zz, yz, xz, xy (GPa, positive in tension): 1.34, 0.86, 0.69, 0.24, 0.24, -0.65

Forces (eV/angstrom), in the order of the atoms: element, x, y, z
Si -0.4618 0.2575 -0.7886
Si 0.1815 -0.3587 0.0255
Si 0.1399 -0.0328 -0.2327
Si 0.3705 0.2334 0.3075
Si -0.0056 -0.0805 -0.1766
Si 0.0118 -0.074 -0.3975
Si -0.1193 -0.481 -0.4273
Si 0.214 0.2636 -0.6111
Si -0.2147 -0.1465 0.2766
Si -0.1511 -0.0364 0.2388
Si -0.5191 0.7264 0.065
Si 0.4762 0.2733 -0.5646
Si 0.2513 -0.2326 0.1258
Si -0.6017 -0.4445 0.086
Si 0.3174 -0.1541 0.139
Si 0.3034 -0.0683 0.3529
Si 0.261 0.4606 0.2241
Si 0.251 0.0227 0.4259
Si -0.2123 0.3966 -0.1605
Si -0.2351 -0.3483 0.0475
Si -0.2678 -0.191 0.101
Si 0.2019 0.2281 0.4176
Si 0.3952 0.5001 0.1233
Si 0.0266 -0.0701 0.3177
Si -0.1957 0.3061 0.1677
Si 0.0143 -0.2308 -0.0924
Si -0.2779 -0.384 -0.2154
Si 0.2161 -0.2311 0.0805
Si -0.0885 -0.1682 0.0142
Si 0.0399 -0.1483 -0.0036
Si 0.0527 -0.0937 -0.1738
Si -0.1173 0.0783 0.0482
Si 0.0437 0.0249 0.0689
Si -0.0264 -0.1126 -0.1088
Si -0.0155 0.1264 -0.0571
Si -0.0708 -0.1566 0.1616
Si -0.1235 0.0401 -0.1218
Si 0.0679 0.1083 0.0208
Si 0.005 -0.0323 -0.1209
Si -0.0353 0.091 0.0003
Si -0.0489 0.0488 -0.0292
Si 0.0131 0.002 0.1015
Si 0.1862 0.1827 -0.0014
Si -0.0093 0.1455 0.0268
Si -0.0563 -0.0833 -0.1993
Si 0.0042 -0.189 -0.159
Si -0.1713 0.0046 -0.2518
Si 0.1269 -0.2256 0.1468
Si -0.0188 -0.0541 -0.1266
Si 0.0317 -0.1041 -0.0266
Si -0.0887 0.0507 0.0769
Si -0.0551 0.1305 -0.2072
Si 0.114 0.1633 -0.3405
Si -0.0279 -0.0126 -0.1507
Si -0.6251 0.2437 -0.8898
Si -0.0516 -0.3122 -0.0962
Si -0.0274 -0.0228 -0.2065
Si 0.4863 0.1035 0.3851
Si 0.2058 0.0154 0.1474
Si 0.2105 -0.0611 0.2333
Si -0.4246 0.1379 0.2739
Si 0.0689 -0.3175 0.2183
Si 0.0322 -0.6438 0.2312
Si -0.4942 0.1093 0.2475
Si 0.0357 -0.0528 -0.095
Si 0.1921 -0.0211 0.4695
Si 0.3599 0.3243 0.228
Si 0.1253 -0.0699 0.1304
Si -0.0835 0.2126 0.1532
Si -0.3599 0.6796 0.4153
Si -0.1415 -0.1976 0.1294
Si -0.098 -0.0007 0.7763
Si -0.1838 -0.1956 0.3184
Si -0.0319 0.1448 0.1172
Si -0.1729 -0.0477 -0.0667
Si -0.0158 0.0699 -0.1967
Si 0.1695 -0.0202 -0.2475
Si 0.008 0.2775 0.0734
Si 0.2292 -0.2099 0.0521
Si 0.1828 -0.0823 0.0182
Si -0.0303 -0.1425 0.2391
Si 0.1604 0.1347 -0.3649
Si -0.1041 -0.0126 0.0123
Si 0.0404 -0.038 -0.1394
Si -0.1512 0.1803 -0.069
Si 0.0197 0.0964 0.3126
Si -0.1174 0.1707 0.3549
Si -0.1507 0.1741 -0.4495
Si -0.1583 0.0306 0.173
Si -0.0729 -0.2909 -0.275
Si 0.1597 0.0982 0.2309
Si 0.1038 0.1376 -0.2054
Si -0.0652 -0.0483 0.192
Si 0.1213 -0.0242 -0.0112
Si 0.0499 0.0757 -0.0552
Si 0.2087 0.1673 -0.1902
Si 0.0014 -0.1408 -0.1794
Si -0.2001 -0.1267 -0.3289
Si 0.0288 -0.0464 0.2767
O 0.0638 -0.057 0.0705
O 0.193 0.1594 0.036
O 0.163 0.1044 0.0389
O 0.2173 0.122 -0.1263
O 0.0939 0.0304 0.1572
O -0.3687 0.3181 -0.6338
O 0.1089 -0.0265 -0.2741
O 0.3975 -0.4422 -0.2246
O -0.0576 -0.0496 0.0592
O 0.2506 0.3962 0.2656
O -0.2521 0.0109 -0.3356
O 0.1788 0.0857 -0.4734
O 0.4402 -0.1051 -0.1902
O 0.0283 0.0149 0.1439
O -0.0903 -0.3845 -0.4896
O 0.2627 0.1742 -0.2634
O 0.0309 -0.0187 0.1087
O 0.0504 0.0585 0.0008
O 0.1346 0.0252 0.1633
O -0.1579 0.0901 -0.0597
O 0.0044 -0.1964 -0.0865
O -0.0421 0.001 0.0533
O -0.0191 -0.1849 0.4038
O 0.0165 0.0006 0.0503
O -0.176 -0.0185 0.0197
O -0.019 0.145 -0.0551
O -0.3191 0.2562 0.2869
O -0.1578 -0.1273 0.2396
O 0.1073 -0.0455 0.127
O 0.012 0.0223 -0.1232
O -0.0127 0.1098 0.1133
O -0.0119 -0.0185 -0.2317
O -0.2278 0.0166 -0.0939
O 0.1128 -0.0665 -0.0415
O -0.0414 0.1078 0.0795
O -0.1297 0.2203 -0.1304
O -0.0135 -0.0039 0.0887
O -0.0541 -0.1683 0.0325
O 0.0021 -0.2813 -0.3432
O 0.0609 0.0391 -0.0148
O 0.206 0.1285 -0.1666
O -0.0636 -0.0151 -0.0234
O -0.0304 -0.1107 -0.1726
O -0.0618 -0.1177 0.0427
O -0.1033 0.0805 -0.2334
O -0.2318 0.0522 -0.4146
O -0.1521 0.0867 0.0053
O -0.0032 0.075 0.1331
O 0.0865 0.0531 -0.0536
O 0.0564 -0.0193 0.0071
O -0.0606 -0.0719 0.278
O 0.0218 0.0454 -0.1125
O -0.0527 -0.0858 0.0353
O -0.1614 0.0162 -0.1319
O -0.0737 0.0669 0.1674
O 0.0547 0.0296 -0.0899
O 0.0239 0.0737 0.2251
O 0.0909 0.0521 0.0489
O 0.0972 0.0209 0.1614
O -0.1796 -0.0842 -0.0288
O -0.0932 -0.1038 0.0757
O 0.2516 -0.6561 0.3848
O -0.0108 0.0305 -0.134
O -0.0489 -0.1612 0.5818
O 0.1745 -0.0476 0.2128
O -0.1091 -0.0508 0.0299
O -0.0277 -0.0631 0.0186
O -0.051 -0.0001 0.0297
O -0.0762 -0.1314 0.0396
O 0.033 0.0327 -0.0994
O -0.0439 0.1456 0.2968
O 0.0068 0.0023 -0.1402
O 0.1909 0.0398 -0.0534
O 0.0098 -0.0684 -0.2283
O 0.1166 -0.1397 -0.1744
O 0.1928 0.1743 0.0567
O -0.22 -0.0568 0.1213
O -0.079 0.085 0.1719

The program warned: the cutoff lies below the one the program advises for these potential files.
